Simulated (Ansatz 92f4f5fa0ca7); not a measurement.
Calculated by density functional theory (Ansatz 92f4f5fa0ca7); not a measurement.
Periodic cell of 166 atoms, Si98O68, from a study of silicon, its oxide and their interface. The atomic structure is a simulated model.

Settings: functional r2SCAN; potential files Ansatz norm-conserving; basis plane waves; wave-function cutoff 1300 eV; density cutoff ratio 4; exchange-correlation grid ratio 1; k mesh 2 x 2 x 1, shifted by 0.5 0.5 0.5 of a step; self-consistency stop 5e-08 eV per atom in the density residual; occupations Fermi-Dirac, 0.05 eV; spin none; net charge 0.

Cell vectors (angstrom)
a, 10.88, 0, 0
b, 0, 10.88, 0
c, 0, 0, 24.439

Atoms: element, x, y, z (angstrom)
Si, -0.6448, 0.4922, -0.2504
Si, 3.7587, 2.4508, 0.1977
Si, 0.5172, 6.433, -0.1794
Si, 4.8484, 8.5208, -1.1029
Si, 3.4107, 3.5356, -1.9453
Si, 8.6111, 2.4153, 0.1866
Si, 7.2175, 6.2588, -0.5404
Si, 8.7004, 8.0064, -0.6644
Si, 1.7381, 1.568, 1.2708
Si, 4.1516, 4.2361, 1.6522
Si, 1.7979, 7.4203, 1.5106
Si, 3.8611, 9.1098, 0.9198
Si, 6.6257, 1.7597, 1.2298
Si, 9.7123, 4.1536, 1.2407
Si, 6.6215, 6.1627, 1.5902
Si, 9.4324, 9.7563, 1.2082
Si, 0.112, 2.6674, 2.6005
Si, 3.0337, -0.0447, 2.3826
Si, -0.067, 8.4524, 2.6088
Si, 2.6324, 5.6508, 2.8541
Si, 5.4476, 2.8494, 2.9731
Si, 7.8491, -0.0701, 2.5583
Si, 5.4336, 8.0642, 2.4499
Si, 8.4162, 5.1694, 2.7689
Si, 1.377, 4.2368, 4.1592
Si, 4.0129, 1.1801, 4.0715
Si, 1.4959, 9.8205, 3.9402
Si, 4.1103, 6.9734, 4.1675
Si, 6.9891, 3.9767, 4.0258
Si, 9.3684, 1.2878, 3.8635
Si, 6.8007, 9.3071, 3.9982
Si, 9.632, 6.8393, 3.836
Si, -0.2495, -0.0661, 5.2875
Si, 2.7213, 2.5538, 5.563
Si, -0.3101, 5.3629, 5.5405
Si, 2.379, 8.1785, 5.4385
Si, 5.2463, -0.2091, 5.438
Si, 7.9922, 2.5307, 5.4189
Si, 5.5394, 5.4009, 5.2779
Si, 8.2227, 7.9819, 5.4077
Si, 1.1491, 1.4322, 7.0023
Si, 4.1688, 3.9934, 6.7484
Si, 0.9708, 6.8411, 6.9589
Si, 3.8179, 9.4256, 6.7574
Si, 6.7586, 1.0528, 6.8648
Si, 9.2294, 3.901, 6.8858
Si, 6.6464, 6.9041, 6.759
Si, 9.6725, 9.4072, 6.8039
Si, -0.3633, 2.7705, 8.1868
Si, 2.3518, -0.0045, 8.2664
Si, -0.1309, 8.3569, 8.641
Si, 2.728, 5.5717, 7.9541
Si, 5.4298, 2.7647, 8.14
Si, 8.3634, -0.1605, 8.0613
Si, 5.412, 8.2398, 8.0728
Si, 7.7557, 5.3045, 8.1987
Si, 1.0607, 4.3332, 9.1853
Si, 3.9082, 1.5363, 9.4161
Si, 1.3142, 9.6675, 9.984
Si, 4.0386, 6.945, 9.7229
Si, 6.7015, 3.9543, 9.7251
Si, 9.6136, 1.1984, 9.606
Si, 7.2181, 8.9095, 9.4361
Si, 8.8082, 7.2448, 9.458
Si, 0.4479, 0.628, 11.0849
Si, 2.3409, 2.9907, 10.291
Si, -0.5544, 5.5769, 11.5021
Si, 2.8713, 8.2663, 11.4348
Si, 5.7331, 1.3814, 11.9301
Si, 7.7543, 2.1837, 10.8793
Si, 4.7392, 4.9377, 10.885
Si, 6.9892, 8.5278, 14.0913
Si, -0.5692, 9.8045, 18.6962
Si, 0.0598, 17.7896, 17.86
Si, 7.2297, 9.4719, 18.4361
Si, 6.3184, 12.3146, 17.915
Si, -2.2011, 3.132, 12.6681
Si, -1.1194, 9.3119, 14.6926
Si, 10.5825, 12.0007, 14.0468
Si, 8.6772, 6.7358, 15.4486
Si, 1.0117, 12.4288, 18.4711
Si, 1.0002, -3.4554, 13.5603
Si, 1.7408, 13.5511, 15.7919
Si, 5.837, 9.4699, 12.2864
Si, 6.3805, 7.6703, 16.9241
Si, 9.073, 2.3894, 18.901
Si, 4.5542, 5.4319, 18.4398
Si, -4.9005, 4.2333, 13.3159
Si, 6.917, 9.5952, 21.5351
Si, 13.7574, 6.531, 22.304
Si, -1.4898, 11.1824, 21.1959
Si, 0.3528, 16.5867, 15.9449
Si, 4.5934, 14.2119, 15.9496
Si, -5.314, 3.2898, 20.4231
Si, 1.5476, 3.8086, 20.428
Si, 2.5352, 5.8005, 19.4478
Si, 9.6136, 5.1292, 20.0131
Si, 7.7295, 4.5577, 22.3112
O, -2.4575, 3.389, -1.1548
O, -5.6534, 1.5878, 0.126
O, 3.9359, 5.238, -2.0071
O, 5.1585, 5.3799, 1.076
O, -0.0839, 5.0063, 0.3397
O, -9.8735, 0.8776, 0.0427
O, 5.3, 2.0492, -7.6759
O, 1.4163, 17.273, -5.915
O, 5.54, -1.1941, -2.0604
O, -2.1544, 9.9221, -6.2289
O, 6.7428, 3.6683, -3.0594
O, 2.8237, 6.8403, -3.7461
O, 6.0112, 7.2954, -0.9926
O, 3.4484, 7.831, -1.4875
O, 7.9733, 8.7083, -1.9878
O, 7.7939, 11.0715, -2.8609
O, 0.1531, 0.4095, 12.6507
O, 6.2668, -0.1681, 17.9549
O, 1.611, 1.7893, 11.1975
O, 3.2897, 4.1795, 11.1717
O, -0.005, 6.6798, 12.4937
O, 1.0523, 25.8947, 16.2019
O, 0.8342, 12.8835, 14.6458
O, -6.54, 15.3396, 17.0974
O, 9.0755, -4.3866, 10.8825
O, 4.7206, 0.9146, 10.7028
O, 7.6605, 6.4233, 16.6647
O, 10.1991, -0.0441, 15.1357
O, 5.303, 5.4825, 12.4013
O, 4.3471, 8.8834, 11.7331
O, 10.2, 18.1373, 23.4935
O, -5.3111, 4.2082, 14.9064
O, 11.424, 5.3397, 10.2534
O, 1.8991, 12.4187, 17.0467
O, 5.3973, 24.5364, 12.636
O, 2.4114, 7.6107, 12.839
O, 5.3053, 6.8606, 17.8322
O, -5.2112, 0.0873, 12.8239
O, -2.5273, 9.6065, 13.9254
O, -1.3962, 8.2348, 15.8725
O, 7.7678, 17.9645, 14.0406
O, 20.0862, 12.8872, 13.7405
O, 5.743, 2.1994, 19.2562
O, -1.1262, -5.3315, 15.1508
O, 7.6325, 4.187, 13.4347
O, 7.939, 12.6967, 17.8938
O, -1.037, 6.3993, 18.9779
O, -0.3294, 2.4379, 18.1414
O, 3.1739, 13.7456, 15.2205
O, 10.7749, 19.405, 17.9298
O, 6.1776, 8.5954, 15.5096
O, -0.8877, 9.8025, 20.3938
O, 1.8416, 2.2955, 19.6349
O, 8.5544, 5.5965, 21.2697
O, -2.2044, 14.8363, 19.1425
O, 1.8761, 3.4298, 22.1406
O, 1.2326, 17.568, 14.9527
O, 9.7804, 4.1355, 11.9038
O, -4.0685, 9.4003, 10.9363
O, -0.0532, 4.1509, 20.5214
O, 5.2967, 15.679, 19.7919
O, 10.3381, 0.3852, 22.5582
O, 0.1739, 8.8363, 13.7508
O, 0.4764, 10.9415, 18.4132
O, 9.4786, 1.5811, 20.2148
O, 6.7375, 9.0851, 20.0052
O, 4.2965, 2.8959, 21.2479
O, 1.6272, 6.0316, 23.1209

Results
free energy: -43081.257 eV
free energy less fixed offsets of O -463.61, Si -117.95 eV per atom: 3.323 eV
pressure: -2.46 GPa
stress xx, yy, zz, yz, xz, xy (GPa, positive in tension): 2.18, 3.11, 2.1, -0.28, -0.78, -0.36

Forces (eV/angstrom), in the order of the atoms: element, x, y, z
Si, 1.296, 1.7381, -0.0552
Si, 0.265, 0.9556, -0.5134
Si, 0.2566, 0.2681, -0.7216
Si, 2.2184, -0.9842, 0.4348
Si, 2.9404, 1.6266, 0.9558
Si, 0.6857, 0.417, -1.0352
Si, -0.258, 0.9521, -0.6409
Si, 1.2199, 0.0614, -0.293
Si, 1.7506, 0.3097, 0.7675
Si, -0.7404, 0.2256, 0.3122
Si, -0.2251, 0.3176, -0.4086
Si, -0.4487, -0.7226, 2.1425
Si, -1.8119, -0.9695, -0.0121
Si, 1.4555, -1.4995, 0.7895
Si, -1.5742, -0.4854, 0.2433
Si, -0.6619, -1.6844, -1.0682
Si, 0.4028, 1.2148, 1.2686
Si, -1.0546, -0.2172, 0.277
Si, 1.5175, 0.3963, 0.1565
Si, 0.7009, 0.0021, -0.288
Si, -1.0853, -1.4039, -0.6563
Si, -0.0154, 1.0097, -0.4579
Si, 0.1094, -0.163, 1.0631
Si, -0.5521, 1.3782, -0.344
Si, -0.9594, -1.7818, 0.845
Si, 0.9784, 1.1317, 0.1597
Si, -1.0596, -0.8729, 0.1888
Si, -0.4554, -0.8794, -0.4571
Si, -0.1856, 0.9884, 1.6988
Si, -0.1188, 0.4714, -0.0142
Si, -0.992, 0.5393, 0.3956
Si, -0.5574, -0.4048, 1.5475
Si, 2.2853, 1.2378, 0.2854
Si, -0.7401, 0.9244, -0.6992
Si, 1.0751, 0.4567, -0.4613
Si, 0.4566, -0.3363, -0.1953
Si, 1.4609, -0.1741, -0.2041
Si, 0.7551, -0.849, 0.6155
Si, -0.5713, 0.5678, 0.628
Si, 0.3054, 0.5913, -0.1719
Si, -0.9309, -0.1139, -1.9448
Si, -0.5704, 1.2634, -1.0437
Si, 0.953, 0.3032, -0.2644
Si, -0.5303, 0.6656, 1.261
Si, -0.7319, 1.2684, -0.4323
Si, -1.868, 1.5046, -1.7236
Si, 0.3859, -2.4176, -0.7305
Si, -0.3401, -0.8292, -0.7424
Si, 1.7901, -0.286, 1.0588
Si, 2.6879, -0.6362, 0.2258
Si, 0.1782, -1.1196, -1.1829
Si, -0.0895, 0.0223, 0.7128
Si, 1.03, -1.6703, 0.1116
Si, -1.0645, -0.2769, 1.6345
Si, -1.3043, 0.0652, 1.5729
Si, 1.2804, 1.753, -0.4813
Si, 0.7591, -1.065, -2.9953
Si, -0.489, -0.0468, -1.07
Si, 0.5651, -0.6881, 0.7686
Si, -0.7271, -1.4404, -1.144
Si, -1.3546, -0.3757, 0.2635
Si, -1.8316, 0.4515, 0.2749
Si, -0.1467, 1.5868, -0.9445
Si, 0.3214, -1.861, -0.5779
Si, 0.7295, 0.1823, -0.0341
Si, 2.5638, -0.788, 1.5563
Si, -0.8185, 1.2563, -2.9375
Si, 1.262, 0.0787, -2.5446
Si, 0.7095, 1.0082, -3.4175
Si, -0.3214, -0.9033, -0.7807
Si, -0.0895, 1.3293, -0.067
Si, 1.5445, 1.1075, -1.2993
Si, -3.0178, 0.1083, 3.1516
Si, -0.7385, 0.3488, 1.8545
Si, -2.5474, -1.6218, -0.2653
Si, -0.0411, 1.8084, 0.3745
Si, -0.0101, 1.2634, 0.427
Si, 1.1156, 1.8045, -1.1641
Si, -2.2282, -1.1154, -0.5279
Si, -0.9259, 0.8326, -1.265
Si, -0.0749, 1.9987, -3.1372
Si, -2.098, 0.8785, -1.3383
Si, -2.4256, -0.9353, 2.2552
Si, -1.0774, -2.2719, -2.0435
Si, 2.7788, 0.154, 1.6918
Si, 1.0114, 2.1506, -2.0276
Si, 0.8613, 0.1868, -0.9211
Si, 0.0133, -0.5779, 0.2238
Si, 2.9009, 0.8049, 1.0787
Si, 1.858, -3.0804, -1.2682
Si, 0.4493, -2.0404, 0.6644
Si, 0.2664, -2.549, -1.2014
Si, 1.0465, 0.3613, 0.5504
Si, -0.1133, 1.4701, -1.9277
Si, 0.1085, -2.1492, 1.687
Si, 1.3898, -0.5967, 1.4756
Si, -3.3532, -1.4343, -0.837
Si, 0.2522, -0.2897, 0.5335
O, -0.2591, 0.6942, -1.8659
O, 0.6746, 0.0102, 0.9866
O, -1.4741, -1.6411, 0.1816
O, 1.2972, 0.2722, 0.4142
O, -0.6736, 0.0253, 0.0562
O, -3.0915, -1.2411, -1.6229
O, 0.6585, 0.4016, -1.1156
O, 0.0739, 0.7934, -0.7251
O, -0.8672, -0.7168, -0.038
O, 1.6751, 0.7119, -0.0211
O, 1.7105, -0.1931, 1.4601
O, -0.963, -0.2593, 0.3225
O, -2.9951, 1.9131, -0.7237
O, 0.7258, 1.673, -0.3524
O, 0.5581, 0.1308, -0.2865
O, -0.707, -1.3769, -0.6449
O, -0.8408, 0.1305, 0.8824
O, -0.2944, 0.4109, 0.1708
O, -0.3155, 0.6794, -0.0379
O, 0.0419, -1.0975, -0.3838
O, 1.5519, -0.5695, 1.7918
O, -0.5819, 2.0575, -0.598
O, 1.091, 1.1514, 0.3693
O, -0.0389, 0.3033, 1.2384
O, 0.5079, -0.7462, 0.6464
O, 0.158, 0.3199, 0.8865
O, -1.4949, 1.9278, -0.4574
O, 0.1706, -0.4327, -0.2048
O, 0.8143, -2.3379, 0.8999
O, 1.6458, 1.3422, 1.3714
O, -0.0207, 0.8011, 0.3034
O, -1.3175, -1.2116, -0.2183
O, -2.5556, 2.7204, 3.6783
O, -0.6774, 2.3898, -0.1265
O, -0.0066, 1.6094, 1.3967
O, -0.0517, 0.2234, 0.1125
O, -0.8528, -1.2552, -0.212
O, 0.1827, -0.3475, 1.6513
O, -1.5989, -1.5232, 0.4536
O, -1.1165, -2.2641, -1.3492
O, 0.9269, -0.5135, 1.7592
O, 1.1606, 0.597, -0.1563
O, 0.6017, -0.5624, 0.1342
O, 0.5304, 0.5725, 0.8207
O, -0.7187, -0.6712, -0.903
O, -0.9301, -0.273, 0.1256
O, -0.2265, -1.3315, 1.0269
O, -0.5987, -0.1795, 0.2305
O, 3.7874, 0.9958, -0.1127
O, 1.7851, -1.8967, 0.0161
O, -0.219, -1.4586, 1.1097
O, 0.1967, 1.5081, -1.2345
O, -0.7073, 1.1994, 0.9216
O, 1.8851, -1.7548, -0.8294
O, 1.0884, 0.8913, 1.179
O, -1.5618, 0.465, -3.4754
O, 0.1048, -1.2391, 0.909
O, 0.4606, -0.5555, 1.5674
O, -0.7023, 0.3249, 1.6875
O, 0.103, 1.3618, -0.2505
O, -0.4855, 0.2516, -2.6772
O, -1.3087, -0.1487, -1.2467
O, -0.3421, -0.9346, 1.0879
O, 0.3968, -0.8419, 0.8083
O, -0.2049, -0.6955, 1.0813
O, 0.6716, 0.6173, -0.3192
O, -1.8173, -0.6038, 1.5188
O, -1.6382, 0.2126, -0.2624
